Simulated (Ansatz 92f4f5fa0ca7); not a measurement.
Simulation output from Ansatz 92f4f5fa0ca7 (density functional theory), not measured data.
Periodic cell of 422 atoms, Si266O156, from a study of silicon, its oxide and their interface. The atomic structure is a simulated model.
Doubt: the cutoff is far below the 930 eV that the study's wrapper takes by default for these files, so forces and energies are approximate.
This geometry differs little from another in the collection (a relaxation step or a small displacement).

Settings: functional PBE; potential files Ansatz PAW; basis plane waves; wave-function cutoff 580 eV; density cutoff ratio 5; exchange-correlation grid ratio 1; k mesh 1 x 1 x 1, Gamma-centred; self-consistency stop 5e-08 eV per atom in the density residual; occupations fixed; spin none; net charge 0.

Cell vectors (angstrom)
a, 15.4687, 0, 0
b, 0, 12.8259, 0
c, 0, 0, 37.2853

Atoms and the computed forces on them: element, x, y, z (angstrom), force x, y, z (eV/angstrom)
Si, -0.042, 1.1654, 34.6184, -0.0007, -0.0008, 0.0028
Si, 3.847, 1.1515, 34.6538, -0.0017, -0.0018, 0.0006
Si, 7.7112, 1.1515, 34.6417, 0, 0.0002, 0.0025
Si, 11.559, 1.1659, 34.5534, 0.0003, -0.0004, -0.0007
Si, 1.8905, 7.6075, 34.5887, -0.0006, -0.0007, 0.0015
Si, 5.7812, 7.6144, 34.6067, 0, -0.0001, 0.0005
Si, 9.6959, 7.6091, 34.5576, -0.0001, 0.0004, 0.0014
Si, 13.4937, 7.6035, 34.5261, 0.0006, 0, 0.0011
Si, 1.9336, 5.247, 35.0184, -0.1495, 0.4053, 0.019
Si, 5.8008, 5.247, 35.0184, 0.0038, 0.4668, 0.7888
Si, 9.6679, 5.247, 35.0184, -0.0025, 0.1883, -0.0138
Si, 13.5351, 5.247, 35.0184, -0.0152, 0.4366, -0.1977
Si, 0, 11.6599, 35.0184, -0.0265, -0.1325, -0.3843
Si, 3.8672, 11.6599, 35.0184, -0.1135, 0.2366, 0.8382
Si, 7.7343, 11.6599, 35.0184, 0.0425, 0.0266, 0.0502
Si, 11.6015, 11.6599, 35.0184, -0.1249, -0.1898, -0.7918
Si, 0, 4.664, 36.2551, 0.0221, 0.0414, -0.0273
Si, 3.8672, 4.664, 36.2551, 0.135, 0.1279, 0.0371
Si, 7.7343, 4.664, 36.2551, -0.0338, 0.1827, 0.0986
Si, 11.6015, 4.664, 36.2551, -0.0773, 0.0549, -0.0523
Si, 1.9336, 11.0769, 36.2551, 0.029, 0.0108, 0.037
Si, 5.8008, 11.0769, 36.2551, 0.0518, -0.0891, -0.0304
Si, 9.6679, 11.0769, 36.2551, 0.0037, -0.0503, -0.0653
Si, 13.5351, 11.0769, 36.2551, 0.069, -0.1256, -0.1133
Si, 0, 2.332, 36.6674, -0.1034, -0.0132, 0.1034
Si, 3.8672, 2.332, 36.6674, -0.0151, 0.1106, 0.2662
Si, 7.7343, 2.332, 36.6674, 0.0356, 0.0722, 0.1422
Si, 11.6015, 2.332, 36.6674, -0.0911, -0.0895, -0.2562
Si, 1.9336, 8.745, 36.6674, -0.1572, 0.0315, -0.0278
Si, 5.8008, 8.745, 36.6674, -0.0471, 0.0419, 0.1352
Si, 9.6679, 8.745, 36.6674, 0.1911, -0.0467, -0.1821
Si, 13.5351, 8.745, 36.6674, -0.162, -0.0401, -0.3878
Si, 1.9336, 1.749, 0.6188, -0.0031, 0.0087, 0.0142
Si, 5.8008, 1.749, 0.6188, 0.0398, 0.0364, 0.0215
Si, 9.6679, 1.749, 0.6188, -0.0277, 0.0061, -0.0012
Si, 13.5351, 1.749, 0.6188, 0.0393, -0.0253, -0.0085
Si, 0, 8.162, 0.6188, 0.0836, -0.019, -0.0527
Si, 3.8672, 8.162, 0.6188, 0.0306, -0.0081, -0.0282
Si, 7.7343, 8.162, 0.6188, -0.0391, -0.0655, -0.0461
Si, 11.6015, 8.162, 0.6188, -0.0171, 0.0393, -0.0228
Si, 0, 5.83, 1.031, -0.0326, 0.0153, 0.0658
Si, 3.8672, 5.83, 1.031, -0.1237, -0.0991, -0.0614
Si, 7.7343, 5.83, 1.031, 0.0486, -0.1019, -0.0389
Si, 11.6015, 5.83, 1.031, 0.068, -0.0263, -0.0179
Si, 1.9336, 12.2429, 1.031, -0.0549, 0.0184, 0.0387
Si, 5.8008, 12.2429, 1.031, -0.019, 0.0452, 0.023
Si, 9.6679, 12.2429, 1.031, -0.007, 0.0681, 0.0849
Si, 13.5351, 12.2429, 1.031, -0.054, 0.0659, 0.0337
Si, 1.9336, 5.247, 2.2678, 0.3557, -0.0866, -0.5111
Si, 5.8008, 5.247, 2.2678, 0.1601, 0.0299, 0.0742
Si, 9.6679, 5.247, 2.2678, -0.1412, 0.0457, -0.0077
Si, 13.5351, 5.247, 2.2678, -0.2763, -0.073, -0.2947
Si, 0, 11.6599, 2.2678, 0.0131, 0.0185, 0.4327
Si, 3.8672, 11.6599, 2.2678, 0.0794, -0.0374, -0.3101
Si, 7.7343, 11.6599, 2.2678, 0.1526, 0.0279, 0.4372
Si, 11.6015, 11.6599, 2.2678, 0.1978, 0.0148, 0.2366
Si, 1.9336, 2.915, 2.68, 0.0193, 0.004, 0.066
Si, 5.8008, 2.915, 2.68, -0.0564, -0.0498, -0.0123
Si, 9.6679, 2.915, 2.68, 0.0005, 0.0498, 0.118
Si, 13.5351, 2.915, 2.68, -0.0532, 0.0992, 0.0731
Si, 0, 9.328, 2.68, -0.059, -0.0429, -0.0611
Si, 3.8672, 9.328, 2.68, -0.0398, -0.0818, -0.0025
Si, 7.7343, 9.328, 2.68, 0.0723, 0.0737, 0.0191
Si, 11.6015, 9.328, 2.68, 0.0262, -0.2021, -0.1338
Si, 3.2935, 3.1449, 26.8822, 0.0016, 0.0018, 0.0001
Si, 3.9832, 0.8731, 28.0831, 0.004, 0.0042, 0.0027
Si, 11.4473, 2.1753, 30.4048, -0.0014, 0.0016, 0.0066
Si, 8.1187, 5.6091, 28.4072, 0.0042, -0.0015, 0.0041
Si, 0.1541, 8.7046, 20.7538, -0.0001, -0.0018, 0.0025
Si, -1.5424, 12.254, 24.5705, 0.0003, -0.0007, -0.0026
Si, 15.4624, 6.8841, 31.2142, -0.0031, 0.0017, 0.0002
Si, 11.3534, 0.3077, 26.2117, -0.0004, -0.001, 0.0024
Si, 4.1159, 5.1312, 28.001, -0.0014, -0.0047, 0.0062
Si, 8.9942, 1.2497, 24.5124, 0.0009, -0.0007, -0.0007
Si, 15.1764, 2.3344, 24.2528, -0.0013, -0.0006, -0.0018
Si, 17.3312, 6.3451, 21.6966, 0.0007, 0.0007, 0.0013
Si, -0.0281, 11.0067, 27.0006, -0.0002, -0.0024, -0.0008
Si, 7.6276, 7.0291, 31.4488, -0.0046, 0.0046, -0.0015
Si, 4.6457, 16.7172, 29.9431, 0.0009, 0.0058, -0.0036
Si, 11.1234, 8.8936, 25.577, -0.0005, 0.0018, -0.0002
Si, -1.6511, 5.0004, 27.6039, -0.0031, 0.0022, 0.0043
Si, 3.8563, 4.7831, 31.9327, 0.0016, -0.0068, 0.0048
Si, 5.6878, 7.5481, 30.2161, 0.0083, -0.0099, 0.0051
Si, 9.5465, 0.7886, 31.0807, -0.003, -0.0007, -0.0013
Si, 3.6369, 9.2503, 26.2343, -0.0026, -0.002, -0.0009
Si, 8.9877, 9.8698, 29.3563, -0.0014, -0.0001, 0.0021
Si, 9.585, 11.1477, 31.4365, 0.0044, -0.0001, -0.0024
Si, 13.5768, 11.4068, 31.5598, -0.0021, 0.0048, 0.0081
Si, 2.7546, -1.1792, 27.8722, -0.0018, -0.0036, 0.0012
Si, 7.1053, 3.8034, 29.7737, 0.0006, -0.0026, 0
Si, 6.3132, 0.1011, 28.2201, -0.0054, -0.0044, 0.0105
Si, 15.5406, 2.1623, 30.2629, -0.0003, 0.0008, -0.0033
Si, 2.7782, 10.1433, 29.7792, 0.0036, -0.0021, -0.0023
Si, 6.7562, 10.4777, 28.3953, 0.0048, 0.0012, -0.0005
Si, 7.473, 1.3842, 29.9162, 0.0027, 0.0028, 0.004
Si, 7.6598, 4.7075, 31.8731, -0.0006, -0.0016, 0.0016
Si, 3.8799, 1.6277, 30.2658, 0.0014, -0.0032, -0.0017
Si, 1.8701, 0.9469, 31.3141, 0.0028, -0.0047, 0.0007
Si, 11.5234, 2.7763, 28.1255, -0.0004, -0.0006, 0.0031
Si, 13.5076, -5.5499, 29.9154, 0.0007, -0.0027, 0.0105
Si, -1.9649, 1.0478, 31.1197, -0.0003, 0.0004, -0.0003
Si, 3.7646, 7.0488, 31.4315, -0.0031, 0.0049, -0.0045
Si, 10.7648, 10.649, 27.96, -0.0081, -0.0005, 0.0023
Si, 11.5246, 4.37, 31.6555, -0.0007, -0.0002, -0.0013
Si, 0.0086, 4.4148, 31.5907, -0.0014, 0.0014, 0.0019
Si, 5.7348, 0.7097, 31.3862, -0.0005, 0.0005, 0.0015
Si, 6.0639, 6.6977, 27.9852, -0.0037, 0.0042, 0.0004
Si, 11.4212, 6.7691, 31.0141, 0.0038, 0.0006, -0.001
Si, 1.9744, 11.3516, 31.657, -0.0009, 0.0049, 0.0024
Si, 5.748, 11.1903, 31.8329, -0.0001, -0.0003, -0.0011
Si, 5.1967, 9.8483, 30.0141, -0.0052, 0.0088, 0.0016
Si, 9.3006, 7.3628, 29.8364, 0.0009, -0.0019, 0.002
Si, 1.8823, 4.0656, 32.9935, 0, 0.0005, 0.0007
Si, 5.7724, 4.0824, 33.0762, 0.0003, 0.0022, 0.0038
Si, 9.6236, 4.0388, 32.9991, -0.0006, -0.0007, 0.0024
Si, 13.5227, 4.1195, 32.9438, 0.0021, 0.0002, 0
Si, 0.0021, 10.6128, 32.8189, 0.0033, -0.0015, 0.0027
Si, 3.802, 10.6259, 32.9938, 0.0002, -0.0019, 0.0022
Si, 7.7628, 10.5976, 32.9082, -0.0017, -0.0012, 0.0039
Si, 11.5903, 10.5788, 32.7412, -0.0021, 0.0005, 0.0001
Si, 1.9141, 1.7869, 33.4838, 0.0011, 0.0003, 0.0021
Si, 5.7717, 1.7681, 33.4658, 0.0014, 0, 0
Si, 9.5679, 1.7018, 33.3189, 0.0011, 0.0014, 0.002
Si, 13.5199, 1.809, 33.3657, -0.0009, -0.0005, 0.0038
Si, -0.0298, 8.1675, 33.2587, -0.0005, -0.0027, 0
Si, 3.8287, 8.2856, 33.4115, 0.0005, 0.0038, 0.004
Si, 7.7298, 8.2682, 33.4167, 0.0006, -0.0009, -0.0002
Si, 11.5723, 8.1216, 33.13, 0, -0.0019, 0.0008
Si, 0, 2.332, 3.9167, -0.1818, -0.4501, 0.2615
Si, 3.8672, 2.332, 3.9167, 0.2389, 0.0356, -0.1571
Si, 7.7343, 2.332, 3.9167, 0.0746, -0.1362, 0.4598
Si, 11.6015, 2.332, 3.9167, 0.0961, -0.2185, 0.36
Si, 1.9336, 8.745, 3.9167, -0.0209, -0.0026, -0.3583
Si, 5.8008, 8.745, 3.9167, -0.0145, 0.0243, 0.2975
Si, 9.6679, 8.745, 3.9167, -0.0511, -0.0222, -0.3552
Si, 13.5351, 8.745, 3.9167, 0.0031, -0.5668, -0.8631
Si, 1.9859, 6.4221, 4.2535, 0.002, 0.0044, -0.0017
Si, 5.8433, 6.3886, 4.3594, -0.001, -0.0009, 0.0005
Si, 9.5868, 6.4098, 4.333, 0.0007, -0.0005, 0.0025
Si, 13.4742, 6.3785, 4.3057, -0.0009, -0.0012, 0.0001
Si, 0.0218, 12.8234, 4.4086, 0.0029, 0.0014, 0.0003
Si, 3.9373, 12.8053, 4.296, -0.0013, -0.0009, -0.0026
Si, 7.8422, 12.8377, 4.4023, 0.0015, 0.0003, -0.0008
Si, 11.6954, 12.8097, 4.3773, -0.0011, 0.0007, -0.0002
Si, 0.043, 5.6413, 5.2597, -0.0059, -0.0024, 0.0024
Si, 3.8781, 5.915, 5.5622, 0.0025, -0.0074, 0.0024
Si, 7.7388, 5.7146, 5.6775, 0.0009, 0.0021, -0.0003
Si, 11.4851, 5.7966, 5.5256, 0.001, 0.0018, 0.0035
Si, 2.0288, 12.2317, 5.5561, -0.0025, 0.001, -0.0042
Si, 5.8593, 12.2885, 5.5882, 0.001, -0.0062, 0.002
Si, 9.8343, 12.2477, 5.6998, 0.0002, 0.0024, 0.0072
Si, 13.5822, 12.1631, 5.7384, 0.0021, -0.0023, 0.0007
Si, 0.0093, 3.3664, 6.045, 0.0019, 0.0029, 0.001
Si, 3.8408, 3.5365, 5.9447, -0.0048, 0.0082, 0.0022
Si, 7.717, 3.3797, 6.0982, 0.0021, -0.0016, -0.0047
Si, 11.5257, 3.5048, 5.9985, -0.0036, -0.0008, 0.0007
Si, 1.9228, 9.9175, 5.9325, -0.0011, 0.0021, 0.0012
Si, 5.8434, 9.9304, 6.0169, 0.0053, 0.0088, -0.001
Si, 9.7398, 9.8622, 5.9574, -0.0037, 0.0009, -0.003
Si, 13.5069, 9.8111, 5.9043, -0.0017, 0.0001, 0.0011
Si, 3.5133, 2.339, 13.2871, -0.0009, 0.0011, -0.0028
Si, 4.964, 4.4072, 9.2505, -0.0033, 0.0066, 0.0091
Si, 14.4127, 6.9418, 10.0386, 0.0001, -0.0231, 0.0124
Si, 6.3017, -0.039, 9.2832, -0.0029, 0.0064, -0.0078
Si, -1.9175, 12.1957, 8.2119, -0.0024, 0.0012, 0.0057
Si, 3.8327, 9.5556, 7.2504, -0.005, -0.0045, 0.0092
Si, 8.0164, 14.6693, 10.9758, 0.0004, 0.0025, 0.0047
Si, 10.6004, 6.5504, 12.1325, -0.0022, -0.0004, 0.0022
Si, 0.0139, 6.8311, 7.1774, -0.0244, -0.0122, 0.0037
Si, 3.9184, 7.2132, 7.564, 0.0017, 0.0068, -0.0031
Si, 9.6644, 2.8015, 7.4051, 0.0028, 0.0085, 0.003
Si, 7.7865, 6.8039, 7.8062, 0.0009, 0.0022, -0.0009
Si, 3.2419, 11.0181, 9.1159, 0.0058, 0.0015, -0.0051
Si, 5.0909, 13.5673, 7.4747, 0.0065, 0.0068, 0
Si, 9.7933, 16.6334, 9.607, -0.0026, -0.0029, -0.0007
Si, 11.9346, 15.7946, 10.6332, -0.003, -0.007, 0.0006
Si, 2.0235, 2.6751, 7.2068, 0.0057, -0.0068, -0.0026
Si, 8.0313, 10.2142, 9.0532, -0.0084, -0.009, 0.0015
Si, 12.2629, 3.3713, 16.3574, -0.0018, 0.0003, 0.0003
Si, 11.5684, 6.7849, 7.675, -0.0007, -0.0018, -0.0039
Si, 0.976, 14.331, 14.7133, 0.0011, 0.0004, 0.0001
Si, 8.7355, 10.9956, 14.1487, -0.0009, -0.0019, 0.0005
Si, 5.6855, 15.873, 7.3301, -0.0061, -0.0055, 0.0003
Si, 9.7306, 18.9814, 9.1799, 0.001, 0.0014, 0.0049
Si, -2.964, 0.7797, 12.5319, -0.0013, -0.003, -0.0009
Si, 1.7042, 3.2115, 10.9302, 0.0014, 0.0012, 0.0053
Si, 13.6303, 5.7718, 8.171, 0.0189, 0.0082, -0.0415
Si, 16.3147, -1.8461, 12.1892, 0.0025, -0.0065, -0.0089
Si, 2.7516, 13.1353, 7.6489, -0.0116, 0.0042, 0.0035
Si, -0.0416, 9.197, 7.0479, 0.0012, 0.0007, 0.0002
Si, 11.6402, 9.1146, 7.1359, 0.0027, -0.0044, 0.002
Si, 13.4653, 9.102, 10.2016, 0.0051, 0.0147, 0.01
Si, -7.6334, 9.0601, 7.0779, 0.0046, -0.0052, 0.0019
Si, -0.434, -2.4225, 9.0161, -0.0015, 0.0012, -0.0015
Si, 2.5744, 4.1158, 8.9479, 0.0024, 0.004, -0.0047
Si, 10.3808, 0.5513, 7.8206, 0.0024, -0.0113, -0.0068
Si, 1.4853, 9.905, 10.2274, -0.0079, 0.0017, 0.0053
Si, 6.0187, 8.6201, 10.7372, -0.0028, 0.0189, 0.0169
Si, 4.7709, 4.7502, 12.2104, 0.0016, -0.0015, 0
Si, 16.6981, 7.5185, 10.2779, 0.003, -0.0023, -0.0016
Si, -1.9967, 3.3927, 7.3686, -0.0007, 0.0015, 0.0042
Si, 5.1909, -3.023, 16.565, 0.0015, -0.0006, 0.0003
Si, 9.9605, -0.3704, 11.5922, 0.0064, -0.0008, 0.0037
Si, 9.9384, -1.2828, 9.4498, -0.0005, 0, 0.0029
Si, -0.0056, 13.9221, 11.9144, 0.003, -0.0009, -0.0002
Si, 12.6466, 8.9302, 16.7904, -0.0003, -0.0005, 0.0009
Si, 12.6086, 1.526, 8.7036, -0.0001, 0.002, 0.0014
Si, 17.4, 6.0565, 11.9348, 0.0007, -0.0031, -0.0025
O, 19.579, 3.0251, 17.398, -0.0005, -0.001, 0.0014
O, -14.1285, 20.3588, 20.6623, -0.0002, 0.0002, 0
O, 5.5525, 14.47, 21.5003, -0.001, 0.0021, 0.0022
O, 10.865, -1.1815, 22.3925, -0.0005, -0.0002, 0.0011
O, 10.4273, 8.4381, 20.1135, -0.0006, -0.0006, -0.0004
O, 6.4746, 11.1139, 22.7477, 0.0001, 0.0011, 0.0042
O, 9.6182, 13.2268, 20.629, 0.0002, -0.0004, 0.0018
O, 16.717, 4.5523, 11.7761, 0.002, 0.0021, -0.0054
O, 9.774, 19.6582, 10.7419, -0.0019, 0.0002, -0.0079
O, 9.443, 1.3809, 15.6142, 0.0012, -0.0014, 0.0004
O, 6.9129, 1.6295, 14.7482, -0.0013, -0.0003, -0.0007
O, 6.9655, 14.425, 12.1935, -0.001, 0.0016, 0.0026
O, 35.603, 19.7888, 14.465, -0.0012, -0.0002, 0.0014
O, 5.1586, 10.6279, 15.1455, -0.0001, 0.0002, 0.0006
O, -2.1194, 11.3413, 23.323, 0.0009, 0.0002, 0.0017
O, 19.7418, 16.6003, 13.4171, 0.0002, -0.0002, 0.0003
O, 5.9772, 8.0925, 12.3101, -0.0013, 0.0002, -0.0103
O, 12.6331, -12.2531, 14.1315, 0.0013, -0.0001, 0.0002
O, 16.0661, 15.2914, 20.6587, -0.0003, -0.0007, 0.0009
O, 1.2092, 11.9996, 27.3994, 0.0008, 0.0022, 0.0015
O, 12.3373, 9.6699, 13.2161, 0.0014, -0.0006, 0.002
O, 4.5484, 18.432, 16.7616, 0, -0.0011, 0.0012
O, 10.4013, 20.5845, 13.2004, -0.0008, -0.0007, 0.0002
O, 4.6149, 13.9811, 13.3801, -0.0014, 0.0009, 0.001
O, 9.5764, 8.3914, 25.6964, 0.0002, -0.0016, 0.0034
O, -0.9949, 8.2552, 19.6844, -0.0002, -0.0001, 0.0002
O, 5.5034, 6.8377, 20.2526, -0.0005, -0.0013, 0.0019
O, -6.3173, 0.1623, 17.9631, 0.0002, -0.0004, 0.0007
O, 10.2663, 5.095, 12.8144, -0.003, -0.0032, 0.0006
O, 0.4144, 2.1848, 10.7541, -0.0012, -0.0004, 0.0011
O, 20.7653, 4.3384, 21.4555, 0.001, -0.0019, 0.0011
O, 14.52, 20.93, 13.3419, 0.0009, 0.0008, 0.004
O, 15.6583, -12.6459, 19.4137, -0.0003, -0.0001, 0.0012
O, 12.0226, 5.1945, 23.9426, 0.0002, -0.001, 0.0019
O, -15.2838, 2.3883, 25.8275, -0.0001, -0.0007, 0.0014
O, 12.1824, 6.5276, 11.8291, 0.0024, -0.0013, 0.0002
O, 12.7036, 12.5315, 25.5852, 0.002, -0.0014, 0.0037
O, 8.3885, 0.0408, 23.5662, -0.0007, -0.0011, 0.0011
O, 15.3615, 4.4685, 27.4626, 0.0009, 0.0001, 0.0001
O, 0.227, 2.1011, 16.006, 0.0001, 0, 0.0032
Si, 3.9674, 19.736, 15.968, 0.002, 0.0005, -0.0005
Si, 13.4216, 10.4788, 29.3996, -0.003, -0.0041, -0.0076
Si, 8.541, 19.6711, 22.8115, 0.0007, 0.0038, -0.0001
Si, 1.0018, 8.3037, 25.9721, -0.0035, -0.0012, -0.0018
Si, 4.6546, 4.4825, 17.9282, 0.0008, 0.001, -0.0003
Si, -0.2851, 6.669, 13.782, 0.0004, 0.0015, -0.0035
Si, 13.787, 9.3418, 12.5137, -0.0004, 0.0011, -0.0073
Si, 7.9657, 8.7675, 17.6739, -0.0011, -0.0012, -0.0007
Si, 12.4113, 0.2888, 15.7196, -0.0025, 0.0015, 0.0019
Si, 16.224, 3.0713, 27.2227, 0.0009, 0.0009, 0.0019
Si, 5.7191, 6.7253, 9.0212, -0.0017, -0.0067, -0.0004
Si, 7.5985, 17.2839, 17.5524, 0.0009, 0, -0.0011
Si, 16.3414, 18.9165, 16.5557, 0.0023, 0.0003, 0.0005
Si, 10.1625, 4.5604, 14.3608, -0.0015, 0.0007, 0.0019
Si, -3.497, 10.4939, 8.9891, 0.0023, 0.0011, -0.0078
Si, 9.3854, 17.4742, 26.6209, -0.0013, 0.0011, 0.0012
Si, 14.2397, -2.116, 16.616, 0, 0.0008, 0.0017
Si, 2.5569, 6.9735, 28.0163, -0.0008, -0.0025, -0.0028
Si, 7.4519, 24.3858, 23.9677, 0.0023, -0.0021, -0.0008
Si, 9.534, -0.0431, 16.388, -0.0008, 0.0008, 0.0018
Si, 18.5899, 11.5927, 17.3767, 0.0011, -0.0007, 0.0002
Si, 0.6721, 14.599, 19.1741, 0.0023, -0.0012, 0.0024
Si, 8.2052, 4.1207, 24.4883, 0.0044, -0.0014, 0.0042
Si, 11.9724, 18.8343, 25.3618, -0.001, 0.0005, -0.0013
Si, 6.0165, 6.9734, 13.508, 0.0003, 0.0013, -0.0008
Si, 11.1492, 8.004, 21.5181, 0.0007, 0.0016, 0.0004
Si, 0.577, -1.4208, 19.1681, 0.0021, 0.0002, -0.0007
Si, 1.9384, 6.3482, 8.4228, 0.0071, -0.007, 0.0098
Si, 8.2241, 2.4073, 15.3184, 0.0003, 0.0011, 0.0007
Si, -8.8435, 13.4154, 26.015, 0.0033, 0.0036, -0.0061
Si, 28.9774, 18.4144, 11.6403, 0.0031, 0.012, 0.0007
Si, -5.1656, 16.8059, 18.7765, -0.0003, -0.0005, -0.0013
Si, 22.397, 10.8331, 21.2048, 0.0012, -0.0009, 0
Si, 26.6132, 8.9333, 14.0561, -0.0005, 0.0012, -0.0007
Si, 16.9672, 28.8722, 21.7956, 0.0003, 0.0005, 0.0005
Si, 8.1318, 8.8124, 25.0701, 0.0008, 0.0009, 0.0007
Si, 3.6853, 14.4117, 18.0629, 0.0008, -0.0001, -0.0015
Si, -0.1433, 16.0279, 17.1504, -0.0028, 0.0009, -0.006
Si, 1.9382, 7.7942, 30.1129, -0.0003, 0.0011, 0.0056
Si, 4.8723, 10.8147, 10.9088, -0.005, -0.0216, -0.0023
Si, -10.8943, 5.5756, 20.6498, -0.0006, 0.0011, -0.0025
Si, 21.5084, 13.6761, 20.1418, 0.0024, -0.0019, -0.0016
Si, -2.9268, 18.2432, 20.4703, -0.0006, 0.0006, 0.0011
Si, 8.3119, 19.4661, 15.6057, -0.0005, -0.001, 0
Si, 14.3046, 7.0625, 18.5826, 0.0004, -0.0002, 0.002
Si, 9.9633, 11.703, 21.0388, 0.0005, 0.0002, 0.0006
Si, 5.8538, 11.2172, 13.773, -0.0021, -0.0011, -0.0028
Si, 9.0164, 1.1229, 19.2965, 0.0005, -0.0008, -0.0012
Si, 6.435, 8.7619, 26.6744, -0.0015, -0.0014, -0.0004
Si, 4.7194, 2.9316, 22.1272, -0.0026, 0.0002, -0.0003
Si, 11.9109, 23.4087, 23.0745, 0.0001, 0.0003, -0.0017
Si, 13.4282, 4.7778, 23.2002, 0, 0.0009, -0.0004
Si, 6.8202, -5.0534, 20.3377, 0.0007, 0.0015, -0.0015
Si, 15.3596, 7.3848, 23.4044, 0.0005, -0.0006, 0.0007
Si, 10.479, -3.1562, 19.0331, -0.0008, 0.0004, 0.0017
Si, 16.7466, -1.683, 15.0132, 0.0015, 0.0026, -0.0009
Si, 21.6893, 13.6602, 13.471, 0.0012, 0.0002, 0.0013
Si, 5.2186, 15.7915, 24.4688, -0.003, -0.0047, -0.0001
O, 8.5335, 11.7555, 15.5974, 0.0005, 0.0006, 0.0001
O, 11.6022, -3.3416, 17.9025, 0.0006, -0.0002, 0.0009
O, 15.2419, 6.4389, 15.388, -0.0027, 0.0004, 0.0003
O, 3.4469, 13.1684, 17.017, -0.0004, 0, 0.0008
O, -0.1723, 8.0227, 24.8945, 0.0017, 0.0001, 0.0023
O, 18.9872, 23.6466, 26.6495, 0.0032, 0.0004, -0.0002
O, 13.3107, 18.3825, 26.1676, 0.0013, -0.0006, 0.0011
O, -4.9443, 13.7731, 24.9557, -0.0007, 0.0013, -0.0007
O, 17.5988, -1.3892, 18.6578, -0.001, -0.0005, 0.0013
O, 38.3431, 26.7747, 9.6343, 0.0025, -0.0028, -0.0006
O, 7.724, 7.7516, 23.8933, -0.0009, -0.0004, 0.002
O, 8.8943, 17.5967, 18.4996, 0.0001, -0.0002, 0.0016
O, 19.008, 33.9238, 27.5682, 0.0011, -0.0016, 0.0018
O, 5.1823, 3.9225, 10.8532, -0.0009, -0.0002, -0.0075
O, 14.981, 11.3991, 25.4833, 0.0011, -0.0008, 0.0029
O, 2.3328, 19.5277, 16.0955, -0.0018, -0.0009, 0.0009
O, 29.3855, 13.4697, 11.7298, 0.0015, -0.0009, -0.001
O, -19.3834, 12.4244, 11.9494, -0.0018, -0.0001, -0.0003
O, 11.3183, 22.9215, 24.5076, -0.0007, -0.0013, 0.003
O, 16.7309, 4.8241, 21.4916, 0, -0.0017, 0.0003
O, 19.3389, 4.975, 19.2841, -0.0001, -0.0008, 0.0018
O, 13.1702, 4.4327, 21.6204, 0.0006, -0.0013, 0.0016
O, -3.8776, 16.7712, 14.9417, 0.0015, -0.0007, 0.0015
O, 3.5696, 5.8487, 11.9097, -0.0034, 0.0023, -0.004
O, 3.1021, 2.8451, 21.7694, 0.0015, -0.0007, 0.0008
O, 0.1085, 1.8259, 13.3711, -0.0031, 0.0006, 0.0003
O, 8.9087, 3.5026, 14.3219, -0.0001, -0.0005, -0.0002
O, -3.4124, 20.4537, 25.1673, 0.0013, -0.0008, 0.0016
O, 13.5241, 8.8355, 29.3551, 0.0002, 0.0001, 0.0003
O, 21.0631, 14.34, 25.13, -0.0017, 0.0025, 0.0001
O, 3.4651, 6.2298, 21.6374, 0.0001, -0.0008, 0.0015
O, -8.1792, -2.439, 13.7006, 0.0018, 0.0001, 0.0002
O, 11.8312, -4.3844, 15.4503, 0.0013, -0.0021, 0.0017
O, 6.7299, 22.4024, 17.0193, -0.001, 0.0002, 0.0008
O, 6.4634, 9.3349, 20.7347, -0.0002, -0.0001, 0.002
O, 25.9556, -0.8428, 27.0133, -0.0009, -0.0001, 0.0008
O, 14.3794, 18.9268, 23.2923, -0.0006, -0.001, 0.0012
O, 0.541, 23.1101, 20.4093, -0.0001, 0.0007, 0.0003
O, 13.7303, 6.2345, 28.6546, 0.0001, -0.0024, -0.0035
O, 6.221, -8.4911, 18.4013, 0, -0.001, 0.0025
O, 9.9211, 15.2831, 19.1703, 0.0002, -0.0006, 0.0018
O, 14.3225, 11.1231, 28.1791, 0.0017, 0.0019, 0.002
O, 22.8748, 32.8047, 14.3453, 0.0009, 0.0004, 0.0015
O, -8.4994, 24.2556, 8.659, -0.0059, -0.0055, -0.0159
O, -2.1648, -5.2632, 17.4025, 0, -0.0008, 0
O, -3.6082, 1.4423, 27.2517, 0.0011, 0.0001, 0.0003
O, 16.8301, 19.7879, 26.8517, 0.0029, 0.0002, 0.0031
O, 22.0214, 16.7856, 24.6783, 0.0008, 0.0017, 0.0011
O, 2.4504, 10.8565, 16.0877, 0.0004, -0.0005, 0.0015
O, 11.849, 2.2224, 12.1213, -0.003, 0.0061, 0.0002
O, 11.237, 3.962, 17.4595, 0.0005, -0.0003, 0.0008
O, -6.6358, 15.5514, 23.8195, -0.0008, 0.001, 0.0003
O, 31.8791, 12.5921, 11.8326, -0.0014, 0.0021, 0.0022
O, 29.0979, -0.6244, 16.2773, 0.0014, -0.0019, 0.0006
O, 10.59, 18.4998, 26.1431, -0.0002, -0.0006, 0.0009
O, 15.3865, 10.3695, 15.4886, -0.0002, -0.0003, 0.0017
O, -0.4191, 8.5591, 22.2926, 0.0005, 0.0009, -0.0009
O, 17.8621, 8.8374, 25.2516, 0.0019, 0.001, 0.0002
O, 11.8886, 11.0104, 29.1008, 0.003, -0.0003, 0.0039
O, 8.4302, 16.1959, 10.5268, 0.0024, 0.0005, -0.0006
O, 9.6963, 18.6801, 15.2521, 0.0003, 0.0001, 0.0009
O, 14.9965, 23.6558, 18.0647, -0.0011, -0.0007, -0.0001
O, 16.7681, 19.4357, 13.3396, -0.0012, 0.0023, 0.006
O, -2.649, 3.789, 28.0648, 0.0012, -0.0007, -0.0007
O, 13.8056, 16.6192, 16.768, 0.0023, -0.0008, 0.002
O, 12.204, 6.8269, 21.1971, 0.0007, -0.0008, 0.001
O, 0.3068, 6.7816, 17.9273, -0.0009, 0.0001, 0.0011
O, -4.4043, 12.2736, 16.1266, 0.0009, -0.0004, 0.0006
O, 7.5197, 9.29, 10.3572, 0.0094, 0.007, -0.0075
O, 2.4565, 2.1609, 14.5129, 0.0014, 0.0002, -0.0002
O, 4.3949, 21.1892, 16.5908, -0.0001, 0.0001, 0.0008
O, 8.119, 14.1024, 25.8947, -0.0033, -0.0034, 0.0027
O, 0.4197, 15.026, 28.6068, -0.0012, -0.0014, 0.0072
O, -3.1569, 14.5692, 16.4324, 0.0009, 0.0005, 0.001
O, 10.8306, 23.871, 19.8223, 0.0006, -0.0004, 0.0003
O, 7.3672, 5.6453, 16.4708, -0.0003, -0.0002, 0.0009
O, 1.4184, 6.8349, 23.1876, 0.0001, -0.0005, 0.001
O, -0.7215, 10.6747, 12.6265, -0.0026, -0.0024, 0.0009
O, 17.7365, 1.8117, 18.8131, -0.0016, -0.0003, 0.0011
O, 13.0593, 16.9763, 10.9736, 0.0043, 0.0061, 0.0049
O, 9.1336, 24.8229, 12.9254, -0.0006, 0.002, -0.0011
O, 9.0265, 9.8239, 18.3054, 0.0012, 0.0004, 0.0017
O, 10.1697, 3.4135, 27.4214, -0.0006, 0.0014, -0.0011
O, 16.366, 4.4763, 16.9036, -0.0003, -0.001, 0.0022
O, 8.3752, 10.2939, 24.3996, -0.0032, 0.0002, -0.0004
O, 4.8591, 13.9085, 19.0606, 0.0002, 0, 0.0019
O, -6.0166, 1.1711, 11.3543, 0, -0.0007, 0.0002
O, 24.0057, -7.517, 23.381, 0.0003, -0.0038, 0.0012
O, 8.7332, 7.9201, 16.5131, 0.0005, -0.0002, 0.001
O, 15.9438, 22.2765, 27.0041, 0, 0.0001, 0.0017
O, 11.4983, -16.1711, 27.0494, 0.0012, -0.0027, -0.0018
O, 16.4227, 2.7054, 23.2577, 0.0007, -0.0005, 0.0017
O, 4.7814, 10.8079, 12.5724, -0.004, -0.001, 0.0063
O, 14.0194, 16.2778, 23.9456, 0.0011, -0.0013, 0.0019
O, 6.0885, -7.297, 12.7459, -0.0007, -0.0031, -0.001
O, -1.8193, 5.7246, 19.2948, 0.0014, -0.0001, -0.0009
O, 7.4665, 7.7553, 18.8455, -0.0006, -0.0008, 0.0028
O, 5.7292, -0.586, 10.7314, 0.0127, 0.0044, 0.0129
O, 2.7658, 2.3092, 11.8278, -0.0004, -0.0002, 0.0014
O, 14.6034, 0.8115, 24, 0.0005, 0.0009, 0.0015
O, -3.4602, 9.2591, 22.1197, -0.0004, -0.0016, 0.0013
O, -10.9767, -2.0553, 17.683, -0.0012, 0.0003, 0.0008
O, 22.9127, 1.4739, 19.5726, -0.0014, -0.0002, 0.0018
O, 5.1265, 9.0089, 25.6323, -0.0002, 0.0009, 0.0021
O, 8.5693, 10.853, 21.1857, -0.0006, -0.0007, 0.0013
O, 21.7337, -0.7686, 20.3423, -0.0007, 0.0005, 0.0018
O, 3.8343, 3.37, 25.2954, 0.005, -0.0029, -0.0018
O, -1.1941, 5.4691, 13.1021, -0.0028, -0.0074, 0.0072
O, 25.5249, -18.2039, 22.6067, 0, -0.0013, 0.0012
O, 6.5438, -0.8674, 25.2507, 0.0014, -0.001, -0.0002
O, 9.9259, -2.8843, 14.3722, 0.0015, -0.0006, 0.0022
O, 17.2039, 10.6298, 13.533, 0.0005, 0.0012, 0.0042
O, 11.1609, 4.7366, 19.9306, -0.0007, -0.0006, 0.0011
O, 7.8055, 7.0045, 21.3771, -0.0003, -0.0014, 0.0008
O, 1.0263, 12.7387, 14.9506, -0.0002, -0.0038, 0.0015
O, 23.2809, -9.7683, 16.7502, -0.0006, 0.0001, 0.0011

Results
free energy: -257814.657 eV
free energy less fixed offsets of O -568.88, Si -635.61 eV per atom: 2.883 eV

The program warned: the cutoff lies below the one the program advises for these potential files; the exchange-correlation potential is rough where the density is thin.
